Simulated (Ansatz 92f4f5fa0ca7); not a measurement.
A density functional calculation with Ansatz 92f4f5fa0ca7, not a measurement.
Periodic cell of 149 atoms, Si88O55N6, from a study of silicon, its oxide and their interface. The atomic structure is a simulated model.

Settings
functional: r2SCAN
potential files: Ansatz norm-conserving
basis: plane waves
wave-function cutoff: 1300 eV
density cutoff ratio: 4
exchange-correlation grid ratio: 1
k mesh: 2 x 2 x 1, shifted by 0.5 0.5 0.5 of a step
self-consistency stop: 5e-08 eV per atom in the density residual
occupations: Fermi-Dirac, 0.05 eV
spin: none
net charge: 0

Cell vectors (angstrom)
a 10.88 0 0
b 0 10.88 0
c 0 0 21.5109

Atoms and the computed forces on them: element, x, y, z (angstrom), force x, y, z (eV/angstrom)
Si -0.1378 0.0424 -0.0003 -1.4496 -0.7456 1.5448
Si 3.1894 2.5829 -0.0165 -0.5247 -0.633 -0.8643
Si 0.1083 5.7692 -0.0881 -1.2941 -1.0144 -1.8946
Si 3.2609 7.7259 0.1034 0.0093 0.1279 -2.1756
Si 5.3389 0.3382 0.0152 -2.0706 0.4222 0.523
Si 7.542 3.1473 -0.2041 -0.326 3.3198 -0.387
Si 5.4869 5.4515 0.3833 0.9831 -2.1772 -2.7881
Si 8.7484 7.6517 0.2815 -0.9439 3.0178 -2.4055
Si 1.379 1.5662 1.194 -0.7634 -0.5966 -0.1947
Si 4.2333 3.9346 1.5676 0.0154 -0.5296 -0.0193
Si 1.4907 6.751 1.5056 1.2559 -0.3454 -0.5349
Si 4.1153 9.6337 1.2703 0.822 -1.415 -0.7161
Si 6.7254 1.6997 1.3102 -0.4797 -1.2061 1.7193
Si 9.5238 4.1117 1.0851 -0.3211 0.447 -1.3543
Si 6.9684 6.6786 1.3384 1.0038 1.6938 1.3093
Si 9.5999 9.438 1.7215 2.7691 -1.96 -1.234
Si -0.2866 2.6662 2.4442 2.4003 0.3059 1.5208
Si 2.6266 -0.0836 2.5573 0.496 1.3805 -0.3536
Si 0.1684 7.8971 3.0118 0.7664 2.9446 -0.7168
Si 2.8199 5.1579 2.8824 -0.3552 1.8687 -1.0079
Si 5.4717 2.6691 3.0204 1.1882 0.1193 -0.3078
Si 8.238 0.1422 2.5065 -1.0938 0.4444 1.4515
Si 5.4998 8.1021 2.442 0.4808 0.6642 1.9629
Si 8.381 5.4744 2.7034 0.3945 -0.0606 -0.3449
Si 1.3869 3.9913 4.1292 -1.9328 -1.1635 -0.3264
Si 4.1722 1.0526 4.1016 -0.3169 0.1745 -1.6309
Si 1.6355 9.5332 4.1153 -0.7718 -1.7783 -0.0807
Si 4.3127 6.6092 4.0318 -0.7041 1.2313 -0.9234
Si 7.12 4.1383 4.0245 -2.0122 -0.5846 0.7158
Si 9.7183 1.2786 4.0859 -1.1615 0.1521 -0.567
Si 6.9742 9.5096 3.8834 -1.785 1.2599 -0.7473
Si 9.7389 6.643 4.2622 -0.7623 -0.6208 0.2832
Si 0.2626 -0.0581 5.377 -1.831 0.2895 1.2879
Si 2.7702 2.4293 5.1331 -1.6901 0.8405 2.234
Si 0.0792 5.2465 5.7353 1.0337 1.2115 -1.1399
Si 2.9883 8.1155 5.3504 -0.9659 -1.3215 -0.8051
Si 5.6243 0.0187 5.4471 0.9946 -1.8742 1.1342
Si 8.3664 2.8076 5.3848 0.1467 -1.1267 0.4216
Si 5.4994 5.2969 5.4486 2.0499 0.1937 0.3448
Si 8.246 8.2176 5.184 1.4291 -0.7769 1.6107
Si 1.2645 1.3722 6.9035 1.5239 0.4358 -1.1991
Si 3.8871 3.9751 6.525 0.844 -0.2191 1.2299
Si 1.4526 6.8957 6.7548 0.7931 -0.7082 0.5252
Si 4.3762 9.0875 6.7384 0.4398 2.4915 -0.576
Si 6.8914 1.6679 6.9102 0.6569 -0.6489 -1.0452
Si 9.4391 4.1344 6.9591 0.0759 -1.0599 0.751
Si 7.2192 6.7199 6.6594 -1.8571 0.4729 -0.1667
Si 9.4886 9.5649 6.824 0.4851 -0.1297 -0.483
Si 0.2663 3.0899 8.1845 -1.2104 -2.1116 -2.3837
Si 3.0065 -0.0714 7.6646 -1.1296 -0.451 -0.644
Si 0.0982 8.18 8.1698 0.0071 0.4085 0.766
Si 2.9299 5.4275 8.1747 -1.033 -0.0351 -0.1054
Si 5.343 2.8266 8.1642 -0.3755 1.2008 -0.2281
Si 8.2538 0.2865 8.2751 -0.2765 -0.0356 -0.7211
Si 5.9247 8.1519 8.0326 -0.4344 -1.185 -0.3618
Si 8.0753 5.4048 8.3407 0.8039 0.3578 0.4686
Si 1.1503 3.9464 9.9059 1.5626 2.1956 3.8542
Si 4.3304 1.0079 8.9912 0.3186 -0.8324 1.6817
Si 1.597 9.9397 9.2303 -2.802 0.9177 -0.1946
Si 4.5919 6.7223 9.4836 -0.5665 1.1675 0.4774
Si 6.196 4.5103 9.636 1.0785 -0.3447 0.8212
Si 9.8274 0.4642 10.0652 0.3704 -0.403 -0.2608
Si 6.5164 10.022 9.2723 -1.9954 -0.8675 -0.1834
Si 9.9666 6.3849 9.6154 -1.6786 1.8156 -0.1744
Si 7.765 -1.721 15.3101 -1.3376 0.0027 -0.3083
Si 5.1527 5.7481 12.4133 -0.1127 2.0572 0.3482
Si 8.5644 8.6012 11.1121 -0.0146 0.8214 1.6021
Si 3.7152 9.4219 10.9097 5.3849 -0.8616 0.6854
Si 1.3379 2.2715 12.6427 -0.7803 4.6911 -0.5458
Si -0.1559 9.8594 14.7145 0.9069 -0.9685 -1.2275
Si 1.301 3.5581 16.4928 2.2468 -1.7094 1.6573
Si 8.7909 6.0771 15.8294 1.5272 4.4309 0.1631
Si 9.4667 3.513 14.175 0.9749 0.7953 -0.9576
Si 12.8667 0.8524 15.0537 3.5024 1.3592 3.8554
Si 6.8543 3.4019 12.4167 0.2806 0.9656 0.9425
Si 11.6393 10.1979 11.9444 -1.6 -2.0609 -1.3979
Si 6.0441 8.7216 13.0138 -2.6039 0.3522 0.0582
Si 4.4774 -8.8391 13.9547 1.4923 0.4068 2.7949
Si -7.1302 4.7591 14.9013 -1.498 0.1612 1.2728
Si -1.6512 3.6258 16.773 -2.3355 -2.4083 1.62
Si 7.9994 -0.4939 20.2302 -1.0465 -0.3004 1.4665
Si 13.1512 4.7544 19.2433 -0.2254 -0.1405 2.4346
Si 3.5025 -0.9936 17.1272 1.3503 -1.8757 -1.3945
Si 0.3866 7.74 17.1006 -3.1823 0.6698 0.2002
Si 5.9639 11.392 16.3856 0.8683 0.8884 1.8387
Si 7.7771 1.6101 18.4535 -0.578 2.96 1.0224
Si 3.3421 6.6604 17.3632 -1.4326 -0.2407 -1.2369
Si 12.5215 9.3038 19.328 -4.7428 2.7897 -1.7423
O -0.9238 -4.014 16.699 0.5547 -0.4664 0.6672
O 0.643 -0.5515 20.2578 1.7604 -1.1708 -1.316
O 2.9149 3.6541 20.2798 -0.0085 -0.2194 0.7567
O 12.582 6.9549 17.0756 3.7297 -2.7681 -0.4468
O -8.8948 3.8811 17.9962 -1.1861 -1.0125 -3.0702
O 0.985 5.4994 19.9855 -0.2382 -0.5044 1.1003
O 2.5826 8.3434 20.0311 3.1282 -2.7334 4.1961
O 2.0904 4.3173 15.3143 2.4863 0.7473 -0.6285
O 6.343 -0.4066 20.5272 0.9245 0.174 -0.4591
O 3.8194 1.0917 -0.5334 2.1088 0.9076 0.4893
O 6.6176 4.548 -0.715 -1.0284 -0.5478 2.4229
O 7.3015 2.1825 20.0639 0.8093 -1.5183 -3.7604
O 4.4692 6.518 -0.329 -1.9491 1.793 0.4715
O 7.2458 10.4415 16.2617 1.7049 -2.0307 -0.2682
O 6.666 12.6703 17.2607 -0.1586 -1.01 0.4261
O 9.4916 6.4902 -0.6342 2.0879 0.5242 1.3118
N 1.7102 3.3442 11.3618 -0.6385 -0.6572 -0.1207
O 0.2368 5.4059 10.0826 0.8634 -1.574 0.299
N 5.3585 5.6649 10.6521 -1.4093 0.1917 -0.8925
O 7.0109 3.825 10.8599 0.7574 -2.7885 0.141
O 3.9131 7.8671 10.4602 -0.5746 -0.1956 -1.0948
O 0.4761 11.4408 9.3989 0.6655 -2.4077 0.0706
O 6.3521 4.8568 12.9763 0.4434 -0.7435 0.7444
N 2.1194 9.7086 10.9145 -3.4721 1.473 0.0127
O 3.885 5.3799 13.3982 -0.5468 -0.7839 -0.2773
N 4.8881 -0.4124 9.9356 0.5415 1.1381 -1.2785
O 10.9433 2.988 13.7324 0.9423 -0.2728 -1.1964
O 7.246 8.8912 10.1687 2.216 -0.5805 0.9307
O 7.6096 8.814 12.5081 0.2337 -0.5391 -0.513
O 9.1715 7.0723 10.9656 0.0592 1.0124 -0.7425
O 6.2649 -1.8289 14.6287 -0.4735 0.0955 -3.1709
O -1.9145 2.5845 15.4601 0.7664 2.7487 0.841
O 8.4194 3.2521 12.9811 -2.3012 -0.5244 -0.7845
N 2.6523 1.8294 13.7128 2.6489 -1.6914 1.3995
O -1.7871 9.8795 14.5419 0.1365 -0.9926 1.2246
N 9.9142 9.8007 10.9776 0.4399 1.0238 0.3408
O 14.2516 16.7449 18.8555 0.5556 1.227 -2.6423
O 4.6087 9.585 12.2414 2.3213 0.0012 2.4887
O 5.6146 2.2689 12.801 1.2508 0.9519 -1.377
O 5.3363 0.9011 14.992 -2.2006 1.892 -2.5351
O 0.4148 -2.4698 18.6114 0.4068 0.8059 -0.9936
O 4.8339 -0.1033 17.3829 -0.1006 -0.6832 -0.2568
O -2.5747 8.9009 20.636 0.4579 -2.8324 0.1945
O 0.5823 9.2443 13.2421 -0.679 1.6223 1.6022
O 7.8506 7.4837 15.5772 1.1445 0.0325 -0.0907
O 4.7429 3.4084 14.9315 -2.2452 0.4121 -0.4337
O 13.8217 -0.5046 15.6305 -1.5491 1.7473 -0.356
O 12.4562 1.8647 16.3644 0.6761 2.1397 -0.6327
O 11.5955 0.9213 12.076 -0.7284 -2.0469 0.0735
O 9.4481 5.2654 14.5842 -0.4379 -2.4596 -1.1828
O 11.3946 11.4154 14.7508 -4.1669 -4.4894 -1.0262
O 11.1767 8.8253 15.8811 0.1791 1.9918 -0.6953
O 13.3117 -0.6013 18.2323 -1.2219 -1.1876 1.5021
O 4.0844 -4.8821 15.9928 -0.9968 -1.8978 0.735
O 5.2281 -3.5347 12.7915 1.6695 -1.4982 -0.0452
O 3.909 -2.7478 17.2332 0.1468 4.6889 0.4284
O -0.1754 4.1997 16.771 1.4146 -1.0767 -0.6531
O 8.0767 0.0406 18.7267 0.8155 0.7049 -0.685
O 8.9789 2.7497 18.1632 -0.7134 -1.0168 -1.0483
O 9.078 0.3562 21.1368 1.413 0.8271 -0.5425
O 8.228 4.9279 16.7567 -0.7534 -1.3523 0.7919

Results
free energy: -37610.603 eV
free energy less fixed offsets of N -289.75, O -463.61, Si -117.95 eV per atom: 6.047 eV
pressure: -3.76 GPa
stress xx, yy, zz, yz, xz, xy (GPa, positive in tension): 4.7, 4.7, 1.88, 0.01, -1.12, -0.85

The program warned: the forces do not sum to zero within the program's tolerance.
